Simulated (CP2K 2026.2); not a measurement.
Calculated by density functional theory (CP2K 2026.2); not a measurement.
Periodic cell of 504 atoms, Si360O144, from a study of silicon, its oxide and their interface. The atomic structure is a simulated model.
Doubt: the forces sum to 2.02 eV/angstrom along one axis rather than to zero, so they err by at least 0.0040 eV/angstrom per atom on average; the grid cutoff is modest.

Settings: functional PBE; method Gaussian and plane waves; basis set DZVP-MOLOPT-SR-GTH; pseudopotentials GTH-PBE; grid cutoff 350 Ry, relative cutoff 50 Ry; k points Gamma only; occupations fixed; spin none; net charge 0.

Cell vectors (angstrom)
a 16.32 0 0
b 0 16.32 0
c 3.7112 -4.9275 34.9971

Atoms and the computed forces on them: element, x, y, z (angstrom), force x, y, z (eV/angstrom)
Si 1.128 15.309 0.167 -0.153 -0.016 -0.043
Si 3.845 1.391 0.054 0.062 0.054 0.015
Si 5.327 -1.337 34.937 -0.025 0.147 -0.114
Si 7.614 2.019 34.934 -0.015 -0.071 -0.399
Si 1.671 9.212 0.043 -0.058 0.205 -0.311
Si 4.352 12.027 0.191 0.161 -0.12 -0.157
Si 7.075 14.713 0.113 0.119 -0.046 -0.149
Si 9.33 1.632 0.244 0.1 -0.087 -0.156
Si 10.819 -1.135 34.926 -0.052 -0.095 -0.357
Si 9.775 6.594 0.087 0.099 -0.034 -0.151
Si 6.511 9.852 0.248 0.074 0.011 -0.154
Si 9.249 12.505 0.176 0.054 -0.047 -0.159
Si 12.365 14.722 0.029 -0.005 0.088 -0.076
Si 15.221 1.102 0.141 -0.092 -0.087 -0.116
Si 11.883 4.362 0.201 -0.003 0.022 -0.139
Si 18.427 2.173 34.906 0.049 -0.021 -0.248
Si 12.474 9.267 0.088 -0.125 0.025 -0.123
Si 18.344 7.578 34.857 0.103 -0.03 -0.087
Si 2.673 0.05 1.568 -0.039 -0.082 -0.229
Si 5.465 2.667 1.276 -0.065 -0.004 -0.218
Si 2.707 5.344 1.232 -0.058 -0.121 -0.209
Si 5.403 8.109 1.375 0.013 0.189 -0.11
Si 2.719 10.849 1.404 0.009 -0.063 -0.195
Si 5.497 13.605 1.492 -0.011 -0.022 -0.173
Si 8.179 -0.018 1.476 -0.013 0.082 -0.228
Si 10.8 2.829 1.608 0.01 -0.016 -0.247
Si 8.148 5.408 1.34 0.117 0.072 -0.141
Si 10.921 8.129 1.463 -0.015 0.057 -0.241
Si 8.112 10.958 1.557 -0.023 -0.005 -0.286
Si 10.858 13.623 1.478 -0.011 -0.059 -0.223
Si 13.556 -0.028 1.395 0.067 -0.038 -0.249
Si 16.371 2.666 1.449 -0.008 -0.063 -0.199
Si 13.617 5.5 1.325 -0.1 0.02 -0.162
Si 16.314 8.151 1.329 0.046 -0.061 -0.15
Si 13.634 10.895 1.333 -0.054 0.017 -0.174
Si 16.248 13.601 1.307 -0.035 0.073 -0.321
Si 1.345 1.388 2.913 0.07 0.054 0.282
Si 4.11 4.073 2.682 0.017 -0.067 -0.066
Si 1.322 6.709 2.675 0.121 0.009 -0.029
Si 4.055 9.472 2.794 -0.053 -0.066 0.114
Si 1.32 12.245 2.699 -0.002 0.051 -0.011
Si 4.069 14.949 2.802 0.019 -0.022 0.098
Si 6.748 1.333 2.776 0.043 0.019 0.031
Si 9.428 4.153 2.897 -0.076 -0.046 0.217
Si 6.801 6.78 2.718 -0.004 0.017 0.03
Si 9.517 9.514 2.783 0.029 -0.03 0.017
Si 6.797 12.286 2.938 0.033 0.084 0.217
Si 9.561 15.008 2.864 0.027 -0.014 0.066
Si 12.241 1.39 2.788 0.048 -0.065 -0.029
Si 14.965 4.099 2.7 -0.023 -0.003 0.002
Si 12.292 6.8 2.821 0.042 0.02 0.145
Si 15.018 9.563 2.729 -0.035 0.023 0.051
Si 12.226 12.191 2.767 0.017 0 0.017
Si 14.922 14.926 2.796 -0.067 -0.011 -0.042
Si 16.284 -0.022 4.199 -0.007 -0.019 -0.072
Si 2.765 2.768 4.173 -0.082 -0.038 -0.055
Si 16.307 5.419 4.125 0.034 0.02 0.004
Si 2.668 8.088 4.117 0.043 0.107 -0.098
Si 16.34 10.899 4.14 -0.034 -0.047 0.026
Si 2.683 13.575 4.124 0.032 0.013 0.014
Si 5.412 -0.007 4.187 -0.007 0.055 -0.032
Si 8.093 2.705 4.192 0.02 0.081 -0.053
Si 5.437 5.434 4.11 -0.018 -0.047 -0.014
Si 8.144 8.143 4.127 0.041 -0.011 0.012
Si 5.404 10.853 4.2 0.034 0.005 -0.072
Si 8.196 13.648 4.247 -0.081 -0.052 -0.046
Si 10.913 0.047 4.208 -0.057 -0.034 0.02
Si 13.623 2.748 4.122 -0.021 -0.036 0.018
Si 10.883 5.474 4.207 0.008 0.011 -0.065
Si 13.651 8.207 4.147 -0.075 -0.074 -0.088
Si 10.876 10.857 4.17 0.03 0.02 -0.006
Si 13.567 13.56 4.175 0.087 0.068 -0.108
Si 17.664 -1.348 16.523 -0.029 0.022 0.039
Si 4.068 1.367 16.531 -0.01 0.003 0.052
Si 17.699 4.086 16.551 -0.03 -0.024 0.05
Si 4.081 6.791 16.547 0.033 0.012 0.044
Si 17.69 9.522 16.513 0.041 -0.023 0.008
Si 4.077 12.255 16.509 -0.036 0.01 0.009
Si 6.778 -1.352 16.516 -0.026 0.001 0.002
Si 9.497 1.364 16.545 0.009 -0.014 0.03
Si 6.785 4.076 16.547 0.034 0.01 0.053
Si 9.511 6.8 16.529 -0.021 0.018 0.024
Si 6.82 9.525 16.518 0 -0.058 0.031
Si 9.509 12.216 16.517 0.045 0.001 0.022
Si 12.247 -1.344 16.534 -0.039 -0.011 0.038
Si 14.945 1.328 16.532 0.052 0.019 0.037
Si 12.223 4.073 16.535 -0.012 0.006 0.026
Si 14.967 6.798 16.537 -0.015 0.004 0.008
Si 12.246 9.533 16.525 0.002 0.008 0.033
Si 14.962 12.268 16.519 -0.016 -0.009 0.046
Si 2.725 -0.015 17.894 -0.037 0.051 0.08
Si 5.389 2.746 17.932 0.027 -0.082 -0.002
Si 2.75 5.427 17.964 -0.035 0.029 -0.029
Si 5.455 8.177 17.883 0.024 0.017 0.077
Si 2.69 10.929 17.874 0.063 -0.061 0.097
Si 5.463 13.571 17.893 -0.005 0.056 0.04
Si 8.07 0.048 17.901 0.059 -0.04 0.081
Si 10.884 2.696 17.929 -0.054 0.027 -0.019
Si 8.186 5.407 17.912 -0.065 0.049 0.075
Si 10.841 8.207 17.886 0.061 -0.107 -0.021
Si 8.173 10.857 17.93 -0.007 0.016 -0.008
Si 10.884 13.578 17.855 0.006 -0.026 0.04
Si 13.585 0.005 17.962 -0.004 -0.022 -0.018
Si 16.337 2.675 17.872 -0.078 0.012 0.075
Si 13.582 5.442 17.893 0.046 -0.033 0.063
Si 16.369 8.142 17.894 -0.01 0.081 -0.038
Si 13.634 10.885 17.892 -0.042 0.058 0.059
Si 16.282 13.652 17.916 0.058 -0.039 0.013
Si 17.702 1.35 19.294 0.031 -0.041 -0.052
Si 4.078 4.07 19.394 -0.006 -0.004 0.075
Si 17.704 6.796 19.308 0.007 0.038 0.054
Si 4.098 9.594 19.222 -0.039 0.066 -0.085
Si 17.648 12.294 19.27 -0.031 0.003 -0.111
Si 4.092 -1.394 19.245 -0.013 -0.011 -0.161
Si 6.699 1.406 19.347 0.043 -0.052 -0.02
Si 9.521 4.02 19.322 -0.032 -0.002 -0.007
Si 6.821 6.797 19.252 0.065 0.016 -0.11
Si 9.544 9.544 19.347 0.007 0.012 0.059
Si 6.797 12.195 19.297 -0.027 -0.02 -0.109
Si 9.449 -1.395 19.147 -0.067 0.041 -0.256
Si 12.223 1.36 19.35 0.025 0.043 -0.032
Si 14.943 4.012 19.221 -0.019 -0.081 -0.146
Si 12.201 6.845 19.219 -0.048 0.052 -0.154
Si 15.056 9.547 19.242 0.075 0.022 -0.028
Si 12.263 12.247 19.268 0 -0.019 0.013
Si 14.935 -1.344 19.36 -0.004 -0.009 0.003
Si 16.344 0.007 20.697 0.051 0.037 0.178
Si 2.699 2.68 20.776 -0.131 0.027 0.144
Si 16.329 5.325 20.563 -0.015 0.045 0.32
Si 2.755 8.261 20.594 0.055 -0.038 0.244
Si 16.337 10.961 20.698 0.044 -0.071 0.194
Si 2.748 -2.728 20.618 -0.025 -0.017 0.283
Si 5.335 -0.038 20.687 0.018 0.019 0.189
Si 8.079 2.744 20.762 0.01 -0.01 0.183
Si 5.479 5.492 20.69 -0.011 0.114 0.183
Si 8.171 8.135 20.666 0.023 -0.069 0.269
Si 5.426 10.899 20.712 -0.077 -0.098 0.236
Si 8.167 -2.744 20.578 0.133 -0.033 0.174
Si 10.759 -0.075 20.522 0.037 -0.058 0.156
Si 13.626 2.716 20.732 0.026 0.034 0.239
Si 10.915 5.442 20.606 -0.069 0.006 0.175
Si 13.638 8.19 20.498 -0.002 0.012 0.247
Si 10.943 10.914 20.718 0.054 -0.003 0.322
Si 13.58 -2.731 20.731 -0.131 0.015 0.216
Si 17.894 -1.233 21.996 -0.011 -0.071 0.091
Si 3.731 1.01 22.112 0.093 0.009 0.33
Si 17.414 3.846 22.1 -0.058 -0.005 -0.054
Si 4.326 7.133 21.939 -0.039 0.061 -0.049
Si 17.999 9.857 21.978 -0.051 0.008 0.036
Si 3.865 12.097 22.095 -0.041 -0.025 -0.023
Si 6.896 -1.304 21.907 0.081 0.219 0.254
Si 9.116 0.916 21.858 0.02 0.209 0.415
Si 7.046 4.464 22.135 0.04 -0.161 0.191
Si 9.386 6.564 21.995 0.033 0.042 0.11
Si 6.564 9.259 21.991 -0.099 -0.035 0.098
Si 9.745 12.54 22.005 0.071 -0.004 0.087
Si 11.884 -1.566 21.93 -0.027 -0.001 0.005
Si 15.248 1.584 22.077 0.075 0.055 0.019
Si 12.519 4.41 21.99 0.012 0.01 0.282
Si 14.735 6.542 21.75 0.073 0.039 0.141
Si 12.643 9.748 21.959 -0.085 -0.074 0.042
Si 14.761 12.056 22.136 -0.068 -0.092 0.01
Si 17.839 1.039 29.474 0.02 -0.031 -0.05
Si 16.476 -2.84 24.41 0.016 0.01 0.331
Si 10.83 8.408 24.02 0.077 -0.2 0.186
Si 15.173 6.27 30.02 -0.01 0.028 -0.432
Si 12.126 3.669 32.998 -0.214 -0.122 -0.183
Si 17.01 -2.493 33.051 0.059 0.172 -0.088
Si 10.912 7.563 27.033 0.026 -0.178 0.487
Si 5.538 -2.83 24.376 0.032 0.158 0.272
Si 15.727 1.866 27.701 -0.049 0.084 0.102
Si 16.514 7.998 24.015 -0.229 0.063 0.089
Si 8.035 7.541 28.373 -0.057 -0.095 0.038
Si 7.744 0.873 31.957 -0.131 0.121 -0.431
Si 6.186 8.522 33.169 0.021 0.032 -0.286
Si 9.152 11.22 32.787 0.071 0.134 -0.31
Si 18.728 5.855 24.196 0.114 -0.038 0.16
Si 11.493 4.47 27.325 -0.016 -0.092 0.224
Si 17.375 -1.873 30.202 -0.095 -0.019 -0.466
Si 19.532 1.836 31.908 -0.112 0.117 -0.431
Si 11.825 1.988 30.689 -0.026 -0.013 -0.429
Si 11.733 3.081 24.763 -0.125 0.118 0.507
Si 7.065 3.383 30.236 0.054 0.123 -0.142
Si 13.278 0.338 24.135 -0.029 -0.087 0.112
Si 10.528 -0.402 31.81 0.155 -0.021 -0.483
Si 13.425 8.648 28.635 0.126 0.033 -0.043
Si 3.429 5.383 27.145 -0.009 -0.088 0.376
Si 5.276 -2.21 29.366 0.152 -0.08 -0.232
Si 4.8 4.565 31.953 0.243 -0.216 -0.441
Si 7.148 11.665 26.292 -0.068 0.086 0.665
Si 13.216 11.416 30.149 -0.069 -0.002 -0.363
Si 15.102 -2.912 28.557 -0.044 -0.025 0.083
Si 15.797 8.992 26.696 -0.068 0.039 0.459
Si 3.28 9.271 29.845 0.015 0.133 -0.279
Si 10.462 -3.299 30.637 0.112 0.008 -0.448
Si 3.678 7.225 32.286 0.005 0.11 -0.581
Si 8.371 0.162 27.199 0.019 -0.107 0.238
Si 8.265 -2.623 28.499 -0.039 0.124 0.018
Si 9.192 1.652 24.796 -0.054 -0.079 0.393
Si 17.625 7.323 28.518 -0.004 0.006 0.065
Si 19.288 12.14 29.103 -0.013 -0.009 -0.143
Si 9.514 2.669 28.794 0.079 -0.093 0.036
Si 4.14 1.74 25.165 -0.193 -0.093 0.403
Si 14.83 -0.892 26.355 0.053 0.014 0.552
Si 13.767 3.595 29.121 -0.062 0.012 -0.098
Si 18.445 2.641 27.078 -0.053 -0.015 0.144
Si 6.036 9.715 28.322 -0.085 0.038 -0.062
Si 5.308 -0.699 26.689 0.239 0.144 0.366
Si 14.355 5.795 32.921 0.058 0.049 -0.153
Si 17.298 11.809 26.819 0.034 0.028 0.507
Si 14.822 11.663 32.913 -0.204 -0.021 -0.205
Si 7.643 9.349 30.685 0.117 0.019 -0.517
Si 6.484 4.908 27.715 -0.093 0.049 0.159
Si 5.089 -0.619 32.009 0.068 -0.05 -0.43
Si 8.538 10.573 24.038 -0.131 0.091 0.289
Si 6.615 3.447 25.063 0.258 -0.006 0.449
Si 1.352 14.939 5.536 -0.027 0.016 -0.021
Si 4.073 1.373 5.555 0.015 -0.013 -0.018
Si 1.363 4.095 5.528 0.024 0.018 -0.03
Si 4.065 6.779 5.506 -0.007 -0.004 -0.073
Si 1.354 9.498 5.508 0.002 -0.01 -0.068
Si 4.038 12.233 5.536 -0.014 -0.051 -0.013
Si 6.79 14.984 5.576 0.048 0.009 0.003
Si 9.505 1.381 5.556 0.015 0.002 -0.029
Si 6.76 4.087 5.548 -0.02 -0.044 -0.045
Si 9.506 6.827 5.549 0.052 0.017 0
Si 6.795 9.494 5.533 -0.024 0.037 -0.005
Si 9.538 12.231 5.563 -0.003 0.028 -0.008
Si 12.242 14.957 5.556 0.005 -0.006 -0.035
Si 14.94 1.376 5.538 0.022 -0.018 -0.01
Si 12.251 4.08 5.53 -0.048 0.004 -0.011
Si 14.977 6.807 5.515 0.004 0.019 -0.042
Si 12.255 9.518 5.54 0.005 0.001 -0.03
Si 14.961 12.226 5.54 -0.021 0.013 -0.064
Si 2.705 -0.002 6.908 -0.005 0.009 -0.014
Si 5.423 2.727 6.933 -0.005 0.014 0.026
Si 2.713 5.446 6.909 -0.021 0.005 0.023
Si 5.422 8.14 6.895 0.02 0.012 0.003
Si 2.697 10.858 6.905 0.036 0.014 0.006
Si 5.415 13.596 6.908 0.01 0.01 -0.014
Si 8.156 0.019 6.939 -0.028 -0.002 0.004
Si 10.878 2.737 6.916 0.003 -0.013 -0.01
Si 8.144 5.447 6.905 0.02 -0.013 0.004
Si 10.883 8.171 6.917 -0.028 0.001 -0.001
Si 8.153 10.867 6.91 0.014 -0.009 -0.016
Si 10.885 13.6 6.933 -0.004 -0.012 0.005
Si 13.594 0.009 6.92 -0.01 0.004 0.001
Si 16.32 2.729 6.901 0.015 -0.039 -0.002
Si 13.608 5.451 6.895 -0.014 0 -0.001
Si 16.321 8.159 6.904 -0.009 0.003 0.012
Si 13.605 10.876 6.919 -0.007 -0.001 0.019
Si 16.312 13.59 6.916 0.019 -0.002 0.012
Si 1.349 1.363 8.281 -0.008 -0.008 0.004
Si 4.061 4.088 8.294 -0.016 -0.041 0.001
Si 1.358 6.806 8.285 0.035 0.029 0
Si 4.072 9.51 8.276 -0.004 0.013 -0.004
Si 1.349 12.226 8.286 -0.028 -0.012 0
Si 4.067 14.962 8.286 0.011 -0.005 0.001
Si 6.792 1.375 8.303 0.037 0.019 0.005
Si 9.513 4.094 8.284 0.017 0 0
Si 6.785 6.799 8.285 -0.007 -0.007 -0.006
Si 9.519 9.523 8.292 0.019 0.018 0.007
Si 6.787 12.236 8.275 -0.007 -0.008 0.003
Si 9.515 14.963 8.295 -0.018 -0.014 0.009
Si 12.23 1.368 8.289 -0.025 -0.029 0.006
Si 14.962 4.09 8.278 0 0.011 -0.003
Si 12.243 6.801 8.281 -0.015 -0.007 0
Si 14.962 9.512 8.287 -0.021 -0.02 0
Si 12.247 12.238 8.296 0.012 0.029 0.003
Si 14.957 14.963 8.286 0.015 0.022 -0.003
Si 16.312 0.006 9.659 0 -0.014 0.005
Si 2.705 2.722 9.661 0.01 0.012 0.004
Si 16.318 5.446 9.66 -0.002 -0.006 -0.004
Si 2.716 8.161 9.662 -0.011 -0.008 -0.004
Si 16.314 10.872 9.666 0.005 0.013 0
Si 2.71 13.595 9.655 0.008 0.005 0.002
Si 5.429 0.003 9.661 0.003 -0.005 0.004
Si 8.159 2.733 9.666 -0.014 -0.016 0.004
Si 5.429 5.442 9.664 0.008 0.001 0
Si 8.154 8.159 9.656 0.01 0.007 0.003
Si 5.431 10.874 9.651 0.011 0.001 -0.001
Si 8.147 13.597 9.655 0.008 0.01 0.001
Si 10.873 0.007 9.665 0.009 0.006 0.006
Si 13.597 2.731 9.655 0 -0.008 -0.001
Si 10.879 5.446 9.658 -0.009 0.002 0.004
Si 13.6 8.157 9.662 0.004 0.011 -0.003
Si 10.879 10.882 9.665 -0.019 -0.001 0.007
Si 13.601 13.605 9.665 -0.012 -0.01 -0.001
Si 1.353 -1.358 11.028 -0.007 0.004 -0.004
Si 4.07 1.366 11.033 -0.007 -0.002 -0.002
Si 1.352 4.084 11.037 -0.005 -0.009 0.001
Si 4.073 6.802 11.037 0.003 0.007 -0.001
Si 1.358 9.518 11.04 0.004 0.002 0.003
Si 4.074 12.237 11.029 0.003 0.001 -0.001
Si 6.792 -1.358 11.032 -0.004 -0.005 0.005
Si 9.514 1.367 11.039 0 -0.006 0.007
Si 6.793 4.086 11.036 0.01 0.001 0.001
Si 9.516 6.801 11.032 0.006 -0.001 -0.005
Si 6.795 9.52 11.03 0.004 -0.001 -0.003
Si 9.513 12.244 11.032 0.007 -0.002 0.003
Si 12.235 -1.354 11.033 -0.005 0 0.004
Si 14.951 1.368 11.032 -0.005 0.002 -0.001
Si 12.237 4.085 11.037 -0.005 -0.005 -0.002
Si 14.959 6.799 11.041 -0.003 -0.001 0.001
Si 12.24 9.519 11.035 -0.007 0 -0.003
Si 14.957 12.238 11.034 0.01 0.001 -0.001
Si 2.706 0.009 12.402 0.019 -0.022 0.001
Si 5.434 2.723 12.407 0.004 0.003 0.004
Si 2.716 5.44 12.412 0.002 0.002 -0.004
Si 5.438 8.16 12.406 -0.007 0.001 -0.005
Si 2.721 10.878 12.412 -0.014 0.011 0
Si 5.43 13.603 12.404 0.015 -0.006 -0.002
Si 8.153 0.002 12.41 -0.005 0.009 0.002
Si 10.873 2.727 12.413 0.01 -0.014 -0.001
Si 8.154 5.444 12.408 0.002 -0.006 0.003
Si 10.882 8.155 12.406 -0.019 0.012 -0.008
Si 8.156 10.88 12.406 0.005 0.004 0.001
Si 10.873 13.607 12.406 -0.001 0.007 -0.004
Si 13.589 0.009 12.407 -0.003 -0.009 -0.003
Si 16.31 2.725 12.411 0.002 0.001 -0.002
Si 13.601 5.437 12.419 -0.003 0.012 0
Si 16.318 8.16 12.417 0.006 -0.003 -0.007
Si 13.596 10.883 12.411 0.002 -0.005 0.003
Si 16.317 13.6 12.401 -0.012 -0.001 -0.003
Si 17.671 1.368 13.783 -0.019 0.016 0.004
Si 4.079 4.083 13.786 -0.002 -0.007 0.002
Si 17.679 6.798 13.789 -0.006 0.002 -0.006
Si 4.085 9.518 13.784 0.029 -0.032 -0.004
Si 17.678 12.244 13.777 0.016 -0.012 0.003
Si 4.066 -1.351 13.771 -0.038 0.036 -0.004
Si 6.792 1.364 13.783 0.021 -0.029 0.001
Si 9.509 4.085 13.787 -0.027 0.025 -0.003
Si 6.792 6.798 13.781 0.01 0.019 -0.002
Si 9.52 9.514 13.773 0.031 -0.017 0.003
Si 6.796 12.246 13.777 -0.019 0.005 0.003
Si 9.515 -1.357 13.786 0.02 -0.022 -0.002
Si 12.227 1.363 13.789 -0.002 0.009 0.003
Si 14.957 4.075 13.8 0 -0.01 0.002
Si 12.24 6.799 13.789 0.013 -0.015 -0.01
Si 14.957 9.525 13.787 -0.013 0.021 -0.005
Si 12.235 12.25 13.778 -0.026 0.006 0.004
Si 14.955 -1.356 13.766 0.014 -0.011 -0.006
Si 16.308 -0.002 15.143 -0.02 -0.022 -0.022
Si 2.716 2.727 15.158 0.002 -0.011 -0.023
Si 16.328 5.435 15.169 0.009 0.024 0.013
Si 2.731 8.152 15.157 -0.018 0.025 0.001
Si 16.32 10.89 15.155 -0.007 -0.01 -0.001
Si 2.709 13.614 15.148 0.028 -0.006 0.001
Si 5.42 0.008 15.147 0.01 -0.031 -0.009
Si 8.147 2.725 15.163 0.01 -0.005 -0.004
Si 5.439 5.44 15.165 0.002 0.013 -0.007
Si 8.16 8.154 15.145 -0.02 -0.014 -0.01
Si 5.444 10.884 15.154 -0.003 0.004 -0.002
Si 8.154 13.601 15.157 0.023 0.033 0.008
Si 10.866 0.006 15.168 -0.016 -0.01 0.007
Si 13.591 2.711 15.17 -0.007 0.006 0.003
Si 10.874 5.441 15.159 0.017 0.008 0.004
Si 13.603 8.159 15.162 -0.008 -0.01 0.009
Si 10.881 10.877 15.142 -0.018 -0.002 -0.013
Si 13.596 13.618 15.147 0.015 0.003 -0.012
O 2.596 -0.089 22.643 0.015 0.037 -0.346
O 16.576 7.733 27.36 0.036 -0.224 -0.067
O 14.68 0.769 23.407 0.099 0.083 -0.067
O 9.25 0.376 25.832 0.251 0.013 -0.446
O 7.214 9.919 23.35 0.153 -0.035 0.013
O 17.249 3.243 34.416 0.081 -0.084 0.27
O 4.878 -1.115 28.212 -0.192 0.176 -0.025
O 7.971 -0.151 22.407 0.206 -0.043 -0.589
O 8.262 5.5 22.601 -0.037 -0.194 -0.72
O 13.652 5.526 22.511 -0.058 -0.175 -0.687
O 11.969 8.202 28.085 0.027 -0.041 -0.04
O 12.201 8.822 23.254 0.044 -0.17 -0.03
O 12.426 -0.618 23.148 -0.102 -0.059 0.123
O 6.546 3.22 34.548 -0.044 -0.244 0.526
O 11.864 8.652 34.526 -0.029 0.069 0.69
O 8.356 8.097 29.892 -0.024 0.253 0.377
O 4.551 -0.989 33.504 0.201 0.102 0.495
O 8.11 1.522 33.415 0.283 -0.091 0.673
O 6.695 -0.359 32.128 0.261 -0.082 -0.086
O 17.203 8.716 34.472 -0.139 0.091 0.345
O 16.147 -1.495 33.977 0.11 0.038 -0.085
O 4.294 0.7 31.512 -0.07 -0.084 -0.125
O 5.227 2.844 25.645 -0.015 0.177 -0.139
O 4.813 4.77 33.566 0.089 0.208 0.618
O 5.447 8.174 22.612 0.071 0.103 -0.606
O 11.796 3.948 23.4 0.069 0.013 -0.466
O 4.337 1.55 23.567 0.195 -0.165 -0.664
O 6.451 8.743 31.588 -0.262 -0.294 0.341
O 15.519 8.587 25.158 -0.055 0.053 -0.283
O 17.957 -0.576 29.435 0.132 -0.097 -0.056
O 9.401 -3.365 29.392 0.158 -0.326 0.179
O 10.833 -2.666 22.628 -0.123 -0.134 -0.387
O 11.27 3.11 31.727 0.056 0.08 0.544
O 13.69 6.95 33.841 0.215 0.215 0.38
O 11.745 -4.219 30.248 -0.168 -0.013 0.151
O 6.82 -0.087 26.764 0.007 -0.189 -0.024
O 5.759 9.918 33.875 0.113 0.086 -0.077
O 14.569 0.542 34.465 -0.119 -0.029 0.67
O 6.42 12.283 24.988 -0.112 -0.086 -0.154
O 4.314 12.847 23.512 -0.261 -0.164 -0.144
O 4.827 -1.753 30.859 -0.257 0.106 0.468
O 15.315 12.669 23.581 0.089 -0.131 -0.25
O 11.16 5.982 26.917 0.155 -0.038 -0.066
O 13.688 10.87 22.622 0.082 -0.102 -0.468
O 18.764 1.505 28.211 0.094 -0.077 -0.056
O 7.095 4.467 26.256 0.365 -0.082 -0.368
O 10.835 -1.749 30.941 0.156 0.248 0.357
O 9.134 5.984 34.554 -0.206 0.173 0.639
O 19.104 1.674 33.471 -0.065 -0.183 0.565
O 14.82 4.712 29.657 -0.075 0.018 0.14
O 11.156 8.237 25.589 -0.045 0.079 -0.413
O 6.411 -1.911 23.364 -0.229 -0.178 -0.363
O 13.324 2.456 30.219 -0.084 0.002 0.052
O 14.381 2.748 27.868 -0.099 -0.029 -0.118
O 17.581 6.928 24.614 -0.133 -0.159 -0.121
O 3.513 6.503 23.208 -0.058 0.017 -0.178
O 3.213 5.445 25.543 0.032 -0.204 -0.465
O 6.81 8.407 27.726 0.013 0.101 -0.02
O 18.253 8.673 29.16 -0.151 -0.007 -0.086
O 15.361 10.293 33.61 0.253 0.075 0.172
O 9.769 1.3 23.323 0.296 -0.012 -0.29
O 6.895 -2.431 29.368 -0.105 -0.031 0.338
O 12.883 2.437 33.755 -0.1 0.028 0.195
O 13.861 -3.9 33.964 0.133 -0.168 0.003
O 9.803 9.621 23.77 0.06 0.173 -0.045
O 16.097 -3.728 32.528 0.269 -0.089 0.155
O 18.037 4.574 23.45 0.091 0.112 -0.144
O 3.901 3.27 31.569 -0.058 0.099 0.2
O 4.022 5.896 31.381 -0.162 0.106 0.277
O 3.499 8.481 31.248 -0.119 -0.144 0.341
O 19.186 3.955 27.666 -0.125 -0.172 -0.119
O 3.719 11.425 34.482 0.171 -0.058 0.543
O 18.751 11.802 27.586 -0.093 -0.01 -0.283
O 6.925 10.319 29.567 0.185 -0.122 0.21
O 8.924 12.001 23.338 0.089 0.11 0.121
O 9.127 0.298 31.299 -0.134 -0.06 0.182
O 14.374 9.247 27.445 0.207 -0.091 -0.086
O 17.507 -1.609 31.785 -0.066 0.208 0.347
O 16.746 6.493 29.615 -0.044 -0.131 0.149
O 17.333 9.228 23.343 0.222 -0.112 0.066
O 10.087 3.737 27.714 -0.148 0.207 0.18
O 18.752 7.026 33.324 -0.125 0.126 0.595
O 8.552 1.519 28.113 -0.045 0.018 -0.127
O 7.535 5.987 28.364 -0.106 -0.165 -0.057
O 6.31 4.414 31.282 -0.224 0.193 0.366
O 14.041 -4.016 29.065 0.051 0.112 -0.237
O 10.165 7.067 23.372 -0.072 0.113 -0.264
O 5.12 -1.97 25.694 -0.203 -0.346 -0.178
O 12.459 4.431 28.634 0.015 0.069 -0.086
O 11.046 4.369 33.955 0.144 0.064 -0.041
O 15.855 -1.725 25.418 0.252 0.055 -0.219
O 10.232 10.442 33.707 -0.101 0.128 0.077
O 6.019 10.85 27.157 0.012 0.217 -0.252
O 8.677 3.533 29.92 0.193 -0.13 0.148
O 15.502 5.004 33.749 -0.101 0.199 0.322
O 10.191 2.849 25.225 -0.034 0.024 -0.218
O 4.933 7.512 33.285 0.115 -0.086 0.327
O 18.283 -3.134 29.789 -0.099 0.056 0.121
O 6.351 3.64 28.767 0.102 -0.085 0.07
O 15.562 7.282 22.94 -0.003 0.215 -0.093
O 12.489 1.683 24.521 -0.021 -0.21 -0.166
O 7.68 2.239 24.827 -0.2 -0.108 -0.035
O 10.358 -0.599 33.418 -0.228 -0.265 0.655
O 15.809 -2.147 29.812 0.218 -0.078 0.358
O 7.515 7.885 33.846 -0.289 0.304 0.196
O 13.972 11.357 31.574 0.246 0.089 0.623
O 11.964 -2.265 34.508 0.001 -0.083 0.384
O 10.807 1.905 29.422 0.072 -0.163 -0.132
O 17.38 12.457 25.326 0.084 0.078 -0.506
O 13.206 4.746 32.447 0.11 0.14 0.051
O 4.487 -3.596 29.02 0.154 0.007 0.093
O 2.797 10.928 22.608 -0.064 -0.033 -0.608
O 9.38 7.784 27.511 -0.014 0.016 -0.331
O 8.3 10.699 25.657 0.314 -0.282 -0.489
O 5.003 5.571 27.52 -0.06 0.021 -0.029
O 16.304 2.737 22.689 -0.012 0.02 -0.555
O 15.025 6.488 31.618 -0.11 0.142 0.463
O 12.336 3.84 26.075 0.216 -0.213 -0.274
O 13.125 9.864 29.669 -0.161 -0.068 0.114
O 13.514 -0.506 25.504 -0.319 -0.04 -0.314
O 15.532 0.488 26.869 -0.235 -0.306 -0.321
O 18.319 -3.056 33.82 -0.12 -0.007 0.158
O 16.294 1.504 29.197 -0.202 -0.095 0.263
O 8.646 10.196 31.62 -0.017 -0.062 0.183
O 4.321 0.419 26.086 -0.33 -0.046 -0.352
O 6.345 4.113 23.603 -0.204 0.14 -0.432
O 8.013 -4.465 33.759 -0.219 -0.11 0.297
O 11.817 0.539 31.427 0.145 -0.158 0.04
O 16.756 10.29 26.76 0.224 -0.156 -0.019
O 9.829 -3.851 32.014 0.076 0.142 0.535
O 4.556 9.228 28.807 0.15 -0.246 -0.158
O 6.471 -2.442 34.43 -0.111 0.045 0.411
O 19.297 10.85 30.1 -0.025 -0.06 0.132
O 14.182 7.36 29.297 -0.192 -0.24 0.234
O 16.256 -3.639 27.698 0.187 -0.035 -0.083
O 16.826 2.812 26.94 -0.083 0.253 -0.026
O 18.977 2.27 25.585 -0.106 -0.002 -0.358
O 8.862 -1.173 28.011 -0.063 0.153 -0.123
O 18.885 6.507 27.925 -0.059 0.206 -0.176
O 17.401 -2.078 23.323 0.2 -0.061 -0.283
O 6.979 1.895 30.913 0.031 -0.241 0.149
O 7.896 -3.523 27.197 -0.043 -0.001 -0.161
O 18.252 1.674 30.907 -0.137 0.194 0.14
O 14.347 -1.813 27.619 -0.151 0.1 -0.062

Results
total energy: -101659.604 eV
total energy less fixed offsets of O -438.35, Si -107.03 eV per atom: -6.404 eV
